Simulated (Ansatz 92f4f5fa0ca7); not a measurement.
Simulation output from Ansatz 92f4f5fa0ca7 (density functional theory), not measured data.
Periodic cell of 140 atoms, Si84O56, from a study of silicon, its oxide and their interface. The atomic structure is a simulated model.

Settings: functional r2SCAN; potential files Ansatz norm-conserving; basis plane waves; wave-function cutoff 1300 eV; density cutoff ratio 4; exchange-correlation grid ratio 1; k mesh 2 x 2 x 1, shifted by 0.5 0.5 0.5 of a step; self-consistency stop 5e-08 eV per atom in the density residual; occupations Fermi-Dirac, 0.05 eV; spin none; net charge 0.

Cell vectors (angstrom)
a 10.88 0 0
b 0 10.88 0
c 0 0 20.7471

Atoms: element, x, y, z (angstrom)
Si -0.4721 0.7097 -0.0508
Si 2.6007 2.8765 0.0167
Si 0.2933 4.9351 -0.0227
Si 2.82 8.0856 -0.046
Si 5.5776 -0.3379 0.1418
Si 8.2803 2.7884 0.3419
Si 5.9904 4.9515 -0.2585
Si 8.0436 8.5968 -0.0858
Si 1.4408 1.3829 1.2358
Si 4.4115 3.979 1.2862
Si 1.3049 6.7066 1.2564
Si 4.0132 9.5125 1.4193
Si 6.7895 1.1482 1.4922
Si 9.6803 4.1375 1.5785
Si 6.8928 6.6868 0.9296
Si 9.4908 9.8065 1.3373
Si 0.2651 2.7312 2.7282
Si 2.6564 -0.0577 2.78
Si -0.2328 8.1005 2.405
Si 2.7841 5.4093 2.5489
Si 5.5281 2.579 2.7255
Si 8.2082 -0.1344 3.0223
Si 5.458 7.9062 2.3797
Si 8.2104 5.6458 2.8355
Si 1.6216 4.0901 4.161
Si 3.9735 1.3868 4.0697
Si 0.9734 9.5927 4.1263
Si 4.1363 6.8037 3.9429
Si 6.7026 4.2469 4.159
Si 9.6091 1.4136 4.2217
Si 6.9206 9.1098 4.1831
Si 9.689 6.7903 4.1886
Si -0.085 0.1121 5.6479
Si 2.8016 2.5648 5.7414
Si 0.1074 5.3961 5.5763
Si 2.5745 8.1391 5.1892
Si 5.4569 -0.183 5.1828
Si 8.0119 2.8169 5.6745
Si 5.257 5.4342 5.4656
Si 8.2292 8.1131 5.7768
Si 1.1938 1.4604 7.0207
Si 4.0738 4.1028 7.0109
Si 1.3932 6.8124 7.0092
Si 3.9537 9.531 6.5874
Si 6.6021 1.1885 6.5345
Si 9.6039 4.1431 6.9389
Si 6.7598 6.7144 6.7977
Si 9.5137 9.6889 7.0024
Si -0.1656 2.8409 8.2896
Si 2.738 0.0501 8.1273
Si -0.0551 8.0401 8.4207
Si 2.6492 5.6625 8.4059
Si 5.55 2.5559 8.1318
Si 7.9948 0.2136 8.0762
Si 5.1004 7.9666 7.9952
Si 8.2474 5.4331 8.3069
Si 0.9791 4.483 9.7409
Si 4.4055 1.1464 9.5478
Si 1.6252 9.2941 9.4984
Si 3.8328 7.0956 9.9154
Si 7.2004 3.6837 9.4329
Si 9.0948 1.5741 9.5728
Si 6.391 9.7631 9.1282
Si 9.5079 6.5818 10.0252
Si -7.5248 -0.5081 14.4852
Si 5.3226 0.4105 16.3322
Si -1.5367 10.0192 13.4542
Si 7.1023 5.8831 16.5906
Si 5.5781 8.6324 13.8065
Si 7.7652 1.5286 14.9592
Si 10.0476 3.3311 15.4239
Si 9.6885 8.431 17.8609
Si 7.6211 19.2383 11.6886
Si 4.219 -2.407 16.207
Si 3.6314 11.9513 18.5962
Si 5.5512 5.1698 11.6719
Si 7.285 4.1629 14.2885
Si 4.6805 6.6908 18.3822
Si 9.8868 5.4472 17.6514
Si 0.1748 0.3073 11.5638
Si -7.6969 3.1366 11.7537
Si 1.2155 10.0327 18.6724
Si 8.1031 -2.3978 15.3742
Si 1.2875 1.7671 13.6368
O 0.2486 0.3058 -1.4804
O 7.8873 6.7744 -5.3158
O 1.5129 3.9924 -0.5223
O 3.128 2.48 -1.4765
O -0.3824 5.1751 -1.6635
O 2.7017 2.6753 -7.5136
O -1.8563 13.1105 -4.8392
O 3.9373 7.4905 -1.0798
O 11.3822 2.637 -5.9479
O 0.1647 -1.5759 -3.1055
O 7.1662 3.8331 -0.4376
O 9.2266 1.7798 -0.5958
O 5.2553 5.384 -1.6105
O 3.6887 7.3008 -3.5637
O 6.6859 9.4094 -0.485
O 6.1273 6.823 -3.2515
O -2.2505 6.9267 11.4104
O -0.2104 5.569 10.3898
O 3.7597 1.7427 10.9091
O 5.5715 0.0491 10.134
O 1.2421 10.6093 10.5409
O 2.8181 8.391 10.2161
O 4.6054 6.5375 11.1783
O 6.4253 4.6458 10.4991
O 8.2114 2.71 10.2761
O 9.6913 0.5638 10.7568
O 6.4644 4.6892 15.649
O 7.1287 8.7334 10.1962
O 4.3237 11.5444 15.0483
O 6.277 8.0561 12.4582
O 1.8014 3.9852 11.0813
O -2.1026 0.4125 14.1342
O -1.4873 -2.1505 14.4115
O 8.9327 4.0908 14.5085
O -10.4883 1.7885 12.238
O -4.4384 4.9265 13.1271
O 10.8681 -0.5608 12.9371
O 4.4076 -1.1539 13.4638
O 4.8856 7.6834 14.8891
O 2.8688 -1.4898 15.6765
O 8.5212 9.0312 16.7612
O 8.4318 9.5918 12.2457
O 10.299 7.0191 17.2989
O 4.4071 4.0542 11.9258
O -3.9969 11.6144 15.945
O 12.8462 10.9977 13.9715
O 8.2288 -5.6762 17.6664
O 2.4095 10.8755 17.9472
O 6.9825 2.522 13.9182
O 10.4911 4.3695 16.5576
O -3.9569 -1.6573 14.6271
O 1.6862 8.9182 19.727
O 4.6089 1.5426 17.4181
O 9.0654 8.4259 19.3521
O 5.1221 -1.126 16.7732
O 4.6545 0.3893 19.7302

Results
free energy: -35872.265 eV
free energy less fixed offsets of O -463.61, Si -117.95 eV per atom: -2.305 eV
pressure: -2.64 GPa
stress xx, yy, zz, yz, xz, xy (GPa, positive in tension): 3.43, 2.26, 2.22, 0.76, 0.4, -2.53

Forces (eV/angstrom), in the order of the atoms: element, x, y, z
Si 0.598 -0.1733 -0.9191
Si 1.101 1.5443 -0.4378
Si -0.9782 1.1965 -3.0675
Si -1.4773 0.9822 -0.6744
Si 0.4355 0.0682 -1.1459
Si -1.755 -0.4453 -0.1988
Si -0.1163 -1.2798 1.7135
Si 0.5248 -0.1713 0.106
Si -0.7881 -0.6884 0.8427
Si -1.7267 0.2977 -0.7947
Si 0.5969 0.0333 -1.0347
Si -0.0241 -1.0891 0.2747
Si 1.5025 0.3034 -0.0098
Si -0.5693 0.0111 0.2662
Si 1.4371 0.8575 1.2056
Si -0.7528 -0.2173 -0.6977
Si -0.5821 -0.0971 1.4893
Si -1.2451 0.2125 0.0117
Si 1.2295 0.7227 1.6078
Si 0.9311 -0.3846 0.7137
Si -0.4948 0.9582 1.2662
Si -0.2251 0.5802 -0.3758
Si 0.6928 0.7585 1.3905
Si -0.6274 -0.9983 -0.9592
Si -0.4606 -0.4991 0.3731
Si 0.9326 -0.5953 0.2129
Si 1.6333 -1.1328 -1.4438
Si -1.1688 -0.2574 -0.1067
Si 1.0322 -1.654 -0.7102
Si -1.2017 1.1765 -0.473
Si -0.8035 1.0291 -1.5983
Si -0.9318 1.0149 0.3346
Si 0.3737 -0.2605 -0.3023
Si -0.587 1.3371 -1.103
Si 0.9673 -0.103 -0.7757
Si -0.2443 0.544 1.0619
Si -1.0613 -0.6857 -0.425
Si 1.0377 0.3209 -1.8279
Si 0.4016 0.3328 0.2345
Si 1.085 -0.104 -1.2438
Si 1.1701 -0.404 0.14
Si -0.1368 -0.0087 0.6892
Si -0.68 1.0888 -2.1332
Si -0.4139 -0.3063 -0.0628
Si 0.8292 1.2621 0.8565
Si -1.7219 0.6239 -1.3826
Si -0.3923 -0.7134 1.4976
Si -0.1368 -1.3807 0.9586
Si 1.1178 -0.8985 2.3558
Si 0.3858 -0.9268 0.1261
Si -0.827 1.1575 0.6264
Si 0.6592 -1.9714 1.3558
Si -0.1083 0.8201 -0.0243
Si -0.1856 -0.9753 0.0051
Si 0.8379 1.565 0.7551
Si -0.4664 0.434 -0.168
Si -0.1887 0.5608 0.6658
Si 0.1326 -1.4583 0.5366
Si 0.9169 2.0565 0.1669
Si -0.9372 1.4129 -2.8675
Si -0.5851 0.9029 -0.5114
Si 1.7931 -1.3427 0.2532
Si -0.5248 -0.2573 1.6238
Si -1.3764 0.7372 -1.0914
Si -1.5833 2.325 0.3182
Si -1.5594 2.7541 -0.5298
Si 2.1172 -0.7868 0.5852
Si 1.8017 -0.7807 0.0417
Si 1.1707 1.3937 -0.4507
Si 5.2808 -0.1896 -1.4212
Si -0.3926 0.5088 0.0324
Si 0.4821 0.6338 -2.1803
Si 1.9729 -1.5719 -3.1964
Si -2.0838 0.9586 -1.1086
Si -0.2547 -0.5449 0.4719
Si -1.1924 -0.6076 2.8
Si -0.5815 -0.8252 -0.395
Si 0.4857 1.4491 0.1773
Si -0.5176 -0.1333 -0.6969
Si -0.7031 0.5023 0.8297
Si -2.8921 -2.1131 -0.9151
Si -1.2838 0.153 -1.3177
Si 1.6658 -3.4009 -1.3607
Si 2.8545 0.1689 -0.2335
O -0.5619 0.1858 1.5656
O -0.5999 2.1556 0.9155
O -0.0614 0.0011 1.0715
O 0.145 -2.0279 -0.6375
O 0.7408 -0.3377 3.4508
O -1.9471 -1.247 0.0687
O -2.5431 -2.5096 0.1231
O 1.2523 -0.9589 -0.9789
O 0.4026 -0.8294 -1.0184
O 0.2786 0.536 0.7394
O 0.9529 -0.9681 -0.0537
O 0.4432 -0.0257 0.8393
O -1.3889 -0.7034 -0.8097
O 0.7446 -0.4875 1.063
O -1.3579 1.4386 -0.1581
O -0.9444 0.6279 -0.1362
O -0.8023 2.3134 -0.3502
O 2.3732 -2.2964 -0.0911
O -1.4731 2.3423 0.8956
O -0.497 -0.5712 -1.9603
O 0.3958 -1.5925 -0.115
O 0.1287 -0.9045 0.3975
O 1.9972 -2.1112 1.8306
O 0.5528 0.1037 -0.7744
O -0.8459 0.6453 0.3905
O -0.9698 0.6817 -1.5429
O 1.0331 -0.0944 0.3489
O 0.2796 0.1741 -0.1539
O 0.9637 0.1499 1.1962
O -1.225 -0.684 1.7922
O 1.9859 -1.346 -0.0156
O -2.2187 3.0464 1.406
O 0.0045 -0.3851 0.2781
O -1.2236 2.2001 -2.0068
O 1.6141 -0.5986 1.0517
O -0.2709 1.5989 -2.2209
O -1.8958 -0.9133 -1.4727
O 1.1507 -1.7564 -1.2801
O -0.4592 -0.1284 1.3257
O 2.2169 -2.4109 0.0842
O 1.169 -0.1171 3.9337
O -0.8689 -0.5122 -1.3243
O -1.6008 -1.2949 0.4415
O 1.1702 1.7764 -0.0778
O -3.0601 -1.0171 2.2039
O -0.6203 3.9267 -0.6097
O -0.1239 1.4252 -1.3158
O 2.2115 1.4161 1.8224
O 0.7407 0.8128 1.845
O 0.3169 0.8567 0.7136
O -2.598 0.075 -0.7638
O 1.2413 -0.4039 1.0685
O 1.6344 -2.1511 -1.5093
O -0.517 -0.3085 -0.1868
O 0.3482 -1.7883 0.6183
O -0.4483 -0.3235 -0.5191
